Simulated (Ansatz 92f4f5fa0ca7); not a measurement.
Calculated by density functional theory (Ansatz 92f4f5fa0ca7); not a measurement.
Periodic cell of 212 atoms, Si132O80, from a study of silicon, its oxide and their interface. The atomic structure is a simulated model.
Doubt: the cutoff is far below the 930 eV that the study's wrapper takes by default for these files, so forces and energies are approximate.

Settings: functional PBE; potential files Ansatz PAW; basis plane waves; wave-function cutoff 580 eV; density cutoff ratio 5; exchange-correlation grid ratio 1; k mesh 1 x 1 x 1, Gamma-centred; self-consistency stop 5e-08 eV per atom in the density residual; occupations fixed; spin none; net charge 0.

Cell vectors (angstrom)
a 10.938 0 0
b 0 10.938 0
c 0 0 31.5826

Atoms and the computed forces on them: element, x, y, z (angstrom), force x, y, z (eV/angstrom)
Si -0.2295 0.4012 24.1989 -0.0342 0.0126 -0.019
Si 6.0985 -0.5135 24.2417 -0.007 -0.0402 -0.0756
Si 2.3051 3.3015 24.2656 -0.0032 0.0187 -0.0425
Si 8.7079 1.9958 24.214 0.0351 -0.0245 -0.001
Si 0.3681 4.7998 24.1346 0.0214 0.0034 -0.0441
Si 4.7208 6.0162 24.0663 0.0348 0.0195 -0.0349
Si 3.0292 7.9162 24.1312 -0.0575 -0.0024 -0.0529
Si 7.8854 8.5872 24.0998 0.0057 0.0089 -0.0404
Si 1.4048 1.4563 25.4752 0.0465 -0.0268 0.0234
Si 6.9505 1.219 25.596 -0.0495 0.0879 0.0341
Si 4.0465 4.2437 25.5276 0.044 -0.0511 0.0549
Si 9.5431 3.9368 25.398 -0.0677 0.0044 0.0345
Si 1.3114 6.7475 25.2992 -0.01 0.0153 0.0211
Si 6.743 6.8348 25.2291 0.0293 -0.0477 0.0222
Si 4.1894 9.5283 25.3963 -0.0238 0.0369 0.0195
Si 9.6003 9.5886 25.4095 0.0113 -0.0072 0.0127
Si 2.7791 -0.0088 26.7445 0.0024 0.0083 0.0046
Si 8.2981 -0.0809 26.9233 -0.0027 -0.0427 -0.0604
Si 0.0008 2.7276 26.8672 -0.0021 0.0162 -0.0171
Si 5.4821 2.7388 26.7643 0.0044 -0.0007 -0.0264
Si 2.659 5.5322 26.865 0.0227 0.0105 -0.0688
Si 8.164 5.4519 26.671 -0.0116 0.0026 0.0053
Si 0.0134 8.1659 26.7251 -0.0149 -0.0096 -0.0044
Si 5.5046 8.1639 26.7983 -0.0135 -0.021 -0.0106
Si 4.1018 1.3673 28.1644 0.0694 0.0238 -0.3261
Si 9.5708 1.3673 28.1644 0.3462 -0.0315 0.8507
Si 1.3673 4.1018 28.1644 -0.2301 0.1551 0.5716
Si 6.8362 4.1018 28.1644 0.0707 0.098 -0.4302
Si 4.1018 6.8362 28.1644 -0.0324 0.2385 0.2836
Si 9.5708 6.8362 28.1644 -0.2086 -0.1722 -0.728
Si 1.3673 9.5708 28.1644 0.1353 -0.1222 -0.5861
Si 6.8362 9.5708 28.1644 0.0441 -0.4919 0.466
Si 0 0 29.5316 -0.0374 0.1152 0.0478
Si 5.469 0 29.5316 0.0099 0.0357 -0.0261
Si 2.7345 2.7345 29.5316 -0.0101 0.0298 -0.0111
Si 8.2035 2.7345 29.5316 0.0437 -0.0082 0.0016
Si 0 5.469 29.5316 -0.0134 -0.1241 0.0378
Si 5.469 5.469 29.5316 -0.0761 -0.0307 -0.0109
Si 2.7345 8.2035 29.5316 0.1144 0.0673 0.0341
Si 8.2035 8.2035 29.5316 -0.149 -0.0351 0.0454
Si 1.3673 1.3673 30.8989 0.055 -0.0544 0.0075
Si 6.8362 1.3673 30.8989 -0.0082 -0.018 -0.037
Si 4.1018 4.1018 30.8989 0.0047 -0.0163 0.0027
Si 9.5708 4.1018 30.8989 -0.0193 0.0389 -0.0107
Si 1.3673 6.8362 30.8989 -0.0196 0.0254 -0.0314
Si 6.8362 6.8362 30.8989 0.0602 -0.0249 0.017
Si 4.1018 9.5708 30.8989 -0.0336 0.0286 -0.0151
Si 9.5708 9.5708 30.8989 0.0578 -0.0401 -0.0014
Si 2.7345 0 0.6835 0.0455 0.0154 0.0354
Si 8.2035 0 0.6835 -0.0142 0.0611 -0.0087
Si 0 2.7345 0.6835 -0.0426 0.0429 0.0031
Si 5.469 2.7345 0.6835 0.0291 -0.0436 0.0321
Si 2.7345 5.469 0.6835 -0.0591 0.0575 -0.0005
Si 8.2035 5.469 0.6835 0.0005 -0.0844 0.0275
Si 0 8.2035 0.6835 0.0185 -0.0181 0.0269
Si 5.469 8.2035 0.6835 -0.0627 0.0305 0.0079
Si 4.1018 1.3673 2.0507 -0.0185 0.0661 0.0239
Si 9.5708 1.3673 2.0507 -0.0398 -0.1151 -0.0502
Si 1.3673 4.1018 2.0507 0.0827 -0.0877 -0.0669
Si 6.8362 4.1018 2.0507 -0.0278 0.0785 0.0107
Si 4.1018 6.8362 2.0507 0.0497 -0.0725 -0.079
Si 9.5708 6.8362 2.0507 -0.0064 0.0384 0.0053
Si 1.3673 9.5708 2.0507 0.012 0.0463 0.023
Si 6.8362 9.5708 2.0507 0.0528 0.0183 -0.0191
Si 0 0 3.418 -0.3967 -0.0843 -0.3326
Si 5.469 0 3.418 0.2304 -0.0161 0.3697
Si 2.7345 2.7345 3.418 -0.1751 0.212 -0.839
Si 8.2035 2.7345 3.418 0.1929 -0.1582 0.3807
Si 0 5.469 3.418 -0.0793 0.0697 0.5906
Si 5.469 5.469 3.418 0.0408 0.2983 -0.9444
Si 2.7345 8.2035 3.418 -0.0397 -0.1067 0.3275
Si 8.2035 8.2035 3.418 0.1251 0.0499 0.0112
Si 1.314 1.4245 4.682 -0.0005 0.0336 0.0483
Si 6.874 1.35 4.8455 -0.006 -0.0116 0.0207
Si 4.0673 4.1637 4.6549 -0.0263 -0.0045 0.0839
Si 9.5572 4.0986 4.8565 0.0051 0.0242 0.024
Si 1.349 6.8659 4.8619 -0.0127 -0.0412 0.0144
Si 6.8087 6.8326 4.7386 0.043 0.0353 0.1113
Si 4.1253 9.5477 4.8052 0.0223 0.0248 0.0205
Si 9.5805 9.5657 4.8229 -0.0498 -0.0171 0.0092
Si 2.6681 0.0405 5.9631 0.046 -0.0243 -0.0393
Si 8.2689 -0.0116 6.3107 -0.0018 0 0.0222
Si 0.0762 2.758 6.2135 -0.008 0.0017 0.0042
Si 5.417 2.828 5.9819 0.0425 -0.0317 -0.058
Si 2.8138 5.5001 6.1359 0.0001 0.048 -0.0302
Si 8.0805 5.4429 6.1743 -0.0016 -0.0704 -0.0784
Si -0.0174 8.2231 6.3088 0.0937 0.024 -0.0363
Si 5.5283 8.1981 6.2056 -0.0223 -0.0258 -0.0272
Si 3.6299 1.8412 7.0835 -0.0769 0.017 0.0931
Si 10.1931 0.8893 7.4132 0.0506 -0.0669 0.022
Si 2.0001 3.6573 7.3285 0.0522 -0.0351 -0.0273
Si 6.1809 4.5509 7.388 -0.0033 0.0661 0.0988
Si 4.5397 6.4695 7.4753 0.03 -0.0324 -0.0451
Si 8.9997 7.2464 7.3322 -0.1354 0.0393 0.0428
Si 0.9948 10.136 7.3566 -0.0605 0.0415 0.0978
Si 7.3711 9.0244 7.4679 0.0884 0.0104 -0.0406
O 1.6235 10.1244 8.8949 -0.0027 0.0147 -0.0412
O 1.9536 4.1889 8.9119 0.0127 -0.0187 0.0552
O 10.1847 1.1305 9.0559 -0.0526 0.0714 0.0311
O 7.2326 8.9038 9.1725 -0.0188 -0.0359 0.0511
O 4.1692 1.2512 8.524 -0.0269 0.0346 -0.0516
O 4.1122 7.0633 9.0141 -0.0073 0.0027 0.064
O 6.2739 3.8165 8.8749 -0.0088 -0.0049 0.0014
O 8.8282 6.8293 8.9609 0.0309 -0.0125 -0.0129
O 2.9423 3.1582 22.722 0.0173 0.0163 -0.0073
O 5.7968 11.2472 22.8139 0.039 0.0194 0.0446
O 7.9482 2.0912 22.723 -0.0318 -0.0046 -0.0059
O -0.264 4.7518 22.5762 0.0064 -0.0311 0.0194
O 8.6116 7.9858 22.6878 0.0195 0.0247 0.0039
O 2.4344 8.7254 22.778 -0.0166 0.0217 0.0094
O 4.6624 5.317 22.536 -0.0035 -0.0066 0.0336
O 11.6506 10.919 22.8602 0.0204 -0.018 -0.0288
Si 3.6585 2.9212 19.1924 -0.0137 -0.0132 -0.0282
Si -5.2591 4.5099 17.6167 0.0148 -0.013 -0.0044
Si 4.1257 1.3653 10.1347 0.0145 -0.0071 -0.0072
Si 4.224 3.8447 21.9514 -0.0202 -0.017 0.0575
Si 10.1211 6.5588 19.1329 -0.0207 -0.03 -0.0059
Si 4.7324 6.4829 10.4385 0.0022 -0.0143 -0.06
Si 5.6196 9.979 18.1106 -0.0002 0.0041 0.0124
Si 2.2304 9.1976 15.101 -0.0156 -0.009 -0.0238
Si 9.3949 -2.3297 21.376 0.0069 0.0107 0.0184
Si 4.9203 6.8302 13.4663 -0.0068 -0.0158 -0.0151
Si 1.3217 12.8427 17.6992 -0.0121 -0.0035 -0.0059
Si 7.6865 7.499 9.9454 -0.0216 0.0376 -0.0553
Si 5.3923 -1.7711 15.3602 -0.0042 -0.0127 0.0075
Si 7.8088 -0.0794 20.0021 0.0199 -0.0266 -0.0228
Si 10.8173 0.3642 12.3759 0.0054 -0.0069 0.0056
Si 9.961 -5.7772 14.5372 -0.0071 -0.0014 -0.0085
Si 13.9088 0.019 19.4133 -0.0024 0.007 -0.0158
Si 3.5093 5.4308 15.8315 0.0136 -0.0105 -0.0092
Si 1.4207 1.2312 14.7018 -0.0131 0.0057 0.0135
Si 9.475 -4.2954 12.1622 0.0057 0.0135 0.0019
Si 7.7577 3.3307 15.4743 -0.0101 0.0251 -0.0155
Si 11.8568 8.5857 12.5081 -0.012 -0.0078 -0.0062
Si 4.0031 2.6842 14.412 0.0085 0.0028 -0.0017
Si 12.9512 10.3166 10.4565 0.008 -0.0255 -0.0628
Si 6.6644 13.9007 10.1958 0.017 0.0009 -0.0793
Si 8.0074 4.7393 19.2502 0.0156 0.0069 -0.0204
Si 6.5118 1.5962 22.085 -0.0074 0.0041 0.0493
Si 10.9589 4.288 11.8005 0.0116 0.005 -0.0064
Si 1.3656 9.688 21.9784 -0.0024 -0.0113 0.0707
Si 6.1721 4.0647 12.9587 -0.007 -0.0077 0.0098
Si 9.5638 1.8107 10.3953 0.0301 -0.0437 -0.0831
Si 0.899 6.8142 16.5672 -0.0256 0.0001 -0.0016
Si 2.6848 4.0906 10.3758 -0.0104 -0.0194 -0.042
Si -0.8395 -6.4744 21.0934 0.0124 0.0234 0.0179
Si 6.2525 0.9158 15.872 -0.0007 0.0171 0.0124
Si -1.362 2.2352 19.2254 0.008 -0.0008 -0.0238
O 9.8356 -5.5962 11.2328 0.0024 0.0032 0.0106
O 10.5837 2.9232 11.0062 -0.0089 0.0038 0.0011
O 6.757 4.1429 16.4599 -0.0074 0.0045 0.0129
O 6.3024 -0.4572 14.9782 -0.0003 -0.0087 -0.01
O 8.9141 -5.1664 18.3617 -0.0011 0.005 0.0179
O 9.0183 11.6435 19.2434 -0.0044 0.0037 0.0234
O 10.9662 7.2585 12.3995 0.0029 0.0037 -0.0067
O -2.4496 4.8478 20.8369 -0.0007 -0.0118 -0.0059
O 4.1545 -0.9923 18.8694 0.0142 -0.0057 0.0024
O 4.0562 15.9226 10.526 -0.012 0.0088 0.0117
O 0.064 8.771 21.6217 -0.0311 0.0011 0.0029
O 4.7004 5.6251 16.9418 -0.0091 0.0061 0.0001
O 6.8932 -1.1193 19.1314 -0.0138 0.0014 0.0027
O 2.1475 10.2773 20.6577 -0.0121 -0.0024 0.011
O 9.4138 11.6693 11.6237 0.0042 0.0118 -0.0162
O 13.714 1.7333 13.9364 -0.0005 0.0004 -0.0005
O 9.361 7.7121 20.0164 0.0072 0.004 0.011
O 15.7936 14.1315 18.1181 0.0019 0.0029 0.0129
O 1.591 4.6057 11.467 -0.0019 -0.0043 -0.006
O 12.0151 0.4579 11.2544 -0.0166 0.0148 0.0296
O 9.2144 4.0615 15.499 -0.0053 -0.0017 0.0015
O 5.8227 0.4994 17.391 -0.0017 0.0026 -0.0021
O 8.9482 6.1109 13.6296 0.0017 -0.0053 0.0015
O -2.5904 3.2101 18.7587 -0.0024 0.0051 0.0202
O 7.2792 3.3939 13.9207 0.0073 -0.0118 0.0014
O 3.5565 -0.0803 10.6627 -0.014 0.0048 -0.0143
O 3.7787 4.017 20.3929 0.0019 -0.0025 0.0109
O 6.4513 5.0873 18.9468 -0.0054 -0.0062 0.0145
O 3.797 9.4957 15.3631 0.0118 0.0048 0.0049
O -0.2079 13.1227 18.1088 0.0148 0.0005 0.0078
O 16.5954 1.7215 10.5711 0.0048 0.0057 -0.0068
O 7.6784 1.7346 15.8717 -0.0014 -0.0063 -0.0006
O 5.7224 8.8133 16.9452 -0.0011 -0.0083 -0.0131
O 5.9943 -5.3166 13.3598 0.0008 0.0083 0.0032
O 3.7222 6.3797 14.5046 -0.0033 0.0009 0.0012
O 1.9049 0.4418 18.2172 -0.0029 0.0058 0.0114
O 1.2793 13.0051 16.0803 0.0052 -0.0013 0.0027
O 12.4362 -2.6631 16.2011 0.0026 0.0001 0.0149
O 6.3598 6.5587 10.1836 0.0035 0.0053 0.0163
O -0.1533 -4.7445 15.4896 0.0098 0.0008 0.0089
O 6.8253 1.0858 20.5767 -0.0169 0.0235 0.0267
O 8.5773 -0.9318 21.1586 0.0115 0.0014 0.0046
O -0.063 -6.62 13.4491 -0.0092 -0.0013 0.0018
O 0.1771 1.3598 13.6421 0.0113 -0.0107 0.0065
O 5.0695 1.8536 15.2933 -0.0037 -0.0036 -0.0007
O 12.4187 -11.2575 15.1349 0.0009 -0.0074 -0.0008
O 14.3804 3.8908 15.3358 -0.0074 0.0101 0.0037
O 11.1572 7.0954 18.019 0.013 -0.0005 0.0045
O -0.7094 2.8814 20.6156 -0.0064 -0.0007 0.0045
O 15.6815 3.2804 13.0904 -0.0045 0.001 0.0053
O 12.9952 8.4777 13.6527 0.0071 0.0099 0.0056
O 5.521 2.8714 22.081 0.0074 -0.0261 -0.0143
O 4.4391 7.1863 11.9152 0.0013 0.0074 0.0401
O 3.7161 1.418 19.8569 0.0049 0.0099 0.0142
O 5.7006 8.0625 14.2079 0.0003 0.0127 0.0087
O 2.1402 -5.1666 16.6221 0.0038 0.0029 0.0095
O 2.2521 3.0654 18.3772 0.0051 0.0002 0.0174
O 10.9194 5.4899 20.0991 0.0048 0.003 0.0064
O 3.1122 2.5416 10.626 -0.0147 0.0172 0.0044
O -0.167 9.7559 12.8708 -0.0042 0.0099 -0.0039
O 8.1342 2.3643 9.921 -0.0109 0.0022 0.027
O 8.418 7.641 11.4152 0.0025 -0.0059 0.0152
O 1.7471 8.8538 11.1266 -0.0107 -0.0073 0.0271
O 6.7334 3.9782 11.4525 0.0033 0.0108 0.0157

Results
free energy: -129408.749 eV
free energy less fixed offsets of O -568.88, Si -635.61 eV per atom: 2.171 eV

The program warned: the cutoff lies below the one the program advises for these potential files; the exchange-correlation potential is rough where the density is thin.
